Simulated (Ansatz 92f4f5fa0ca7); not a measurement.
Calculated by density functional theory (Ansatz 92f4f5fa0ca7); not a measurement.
Periodic cell of 223 atoms, Si132O90As1, from a study of silicon, its oxide and their interface. The atomic structure is a simulated model.
Doubt: the cutoff is far below the 930 eV that the study's wrapper takes by default for these files, so forces and energies are approximate.

Settings
functional: PBE
potential files: Ansatz PAW
basis: plane waves
wave-function cutoff: 580 eV
density cutoff ratio: 5
exchange-correlation grid ratio: 1
k mesh: 1 x 1 x 1, Gamma-centred
self-consistency stop: 5e-08 eV per atom in the density residual
occupations: fixed
spin: none
net charge: +1 e, with a uniform compensating background and no finite-size correction

Cell vectors (angstrom)
a  10.938  0  0
b  0  10.938  0
c  0  0  32.1988

Atoms: element, x, y, z (angstrom)
Si  10.586  0.2295  24.8665
Si  5.7355  10.6803  24.7448
Si  2.4773  2.9192  24.6454
Si  8.4271  2.4644  24.8268
Si  0.2725  5.1685  24.7601
Si  5.1533  5.7508  24.6961
Si  2.9327  8.0095  24.5977
Si  7.9359  8.4395  24.7363
Si  1.327  1.3852  26.0404
Si  6.8433  1.313  26.1178
Si  4.0437  4.1065  25.9918
Si  9.6045  4.0607  26.087
Si  1.3945  6.8306  26.0006
Si  6.7668  6.8552  26.0296
Si  4.099  9.5378  25.9989
Si  9.4653  9.5718  26.1467
Si  2.7269  -0.0043  27.3485
Si  8.1581  -0.0174  27.5564
Si  0.0096  2.7217  27.4894
Si  5.4403  2.7464  27.3682
Si  2.7276  5.4711  27.4302
Si  8.1832  5.4741  27.3572
Si  -0.0076  8.1861  27.3774
Si  5.4383  8.2042  27.4483
Si  4.0784  1.3676  28.7382
Si  9.5797  1.3567  28.8576
Si  1.3676  4.117  28.822
Si  6.8262  4.1059  28.7367
Si  4.0978  6.8211  28.8099
Si  9.5528  6.8241  28.7454
Si  1.3678  9.5681  28.7331
Si  6.7766  9.5459  28.8717
Si  0.0201  -0.0244  30.1659
Si  5.4241  0.0149  30.1641
Si  2.7387  2.7291  30.1516
Si  8.1886  2.7503  30.1441
Si  -0.0255  5.4723  30.1456
Si  5.4793  5.4566  30.1522
Si  2.7189  8.2096  30.1317
Si  8.2028  8.1789  30.162
Si  1.3787  1.3597  31.5304
Si  6.8238  1.378  31.501
Si  4.1114  4.0912  31.5163
Si  9.5609  4.1017  31.5214
Si  1.3479  6.8488  31.4889
Si  6.8439  6.8128  31.5367
Si  4.0732  9.572  31.5237
Si  9.5778  9.5512  31.5239
Si  2.7364  -0.0005  0.718
Si  8.1938  0.0058  0.6579
Si  0.0006  2.7327  0.6906
Si  5.4788  2.7309  0.6895
Si  2.7276  5.4908  0.6408
Si  8.2101  5.4507  0.7153
Si  0.0106  8.1866  0.6938
Si  5.4653  8.2041  0.6829
Si  4.1515  1.3509  2.0664
Si  9.5613  1.3471  2.0404
Si  1.375  4.1477  2.0207
Si  6.852  4.0622  2.0735
Si  4.0753  6.8403  2.0378
Si  9.5792  6.8343  2.0614
Si  1.3733  9.5478  2.0625
Si  6.8332  9.5918  2.0338
Si  -0.0248  -0.0474  3.3836
Si  5.499  -0.0168  3.4778
Si  2.7418  2.7457  3.3152
Si  8.2089  2.682  3.4529
Si  0.0111  5.4743  3.4316
Si  5.5004  5.499  3.3547
Si  2.7738  8.2258  3.4519
Si  8.2011  8.2305  3.37
Si  1.3794  1.3794  4.6456
Si  6.8874  1.3043  4.8648
As  4.16  4.0775  4.8118
Si  9.5797  4.0785  4.7656
Si  1.3855  6.8598  4.7784
Si  6.8233  6.8896  4.7371
Si  4.1368  9.572  4.8565
Si  9.551  9.5431  4.7984
Si  2.7381  0.0991  6.0614
Si  8.218  -0.0744  6.2818
Si  0.0243  2.6699  6.0476
Si  5.5404  2.6492  6.2511
Si  2.7688  5.5184  6.1336
Si  8.1737  5.4765  6.0305
Si  0.0072  8.1879  6.167
Si  5.5333  8.2243  6.2375
Si  3.8546  1.5739  7.5745
Si  9.8426  1.1377  7.4636
Si  1.6407  3.8197  7.2772
Si  6.645  4.3864  7.4436
Si  4.3889  6.6237  7.5126
Si  9.3608  6.9378  7.4045
Si  1.1372  9.9195  7.3085
Si  7.1673  9.2136  7.6811
O  8.2955  8.0521  7.9543
O  2.8536  2.8563  7.8349
O  9.5206  1.3506  24.2613
O  4.0499  6.8653  24.1306
O  0.0427  0.0393  7.9875
O  5.4292  5.4063  7.934
O  6.8463  9.5714  24.1974
O  1.3688  4.0636  24.1705
O  3.8607  7.3624  8.9178
O  0.8625  4.3532  8.6114
O  9.8268  6.1282  8.7731
O  2.1256  9.3752  8.5009
O  7.4782  3.9328  8.7977
O  4.2515  0.9526  9.0639
O  6.7268  9.5625  9.2287
O  9.1977  1.8734  8.7935
O  7.7112  3.1573  23.5233
O  10.4958  5.8441  23.4493
O  5.0865  0.4373  23.4075
O  5.8599  5.0929  23.3642
O  3.1035  2.2111  23.2803
O  2.3005  8.7173  23.224
O  8.6165  7.752  23.4006
O  0.2491  10.34  23.6004
Si  4.3888  1.5738  22.4754
Si  3.4878  7.9304  14.0365
Si  7.1166  0.9611  14.6688
Si  0.9465  9.3566  22.5276
Si  1.1791  4.3043  11.8807
Si  6.264  8.9671  15.3225
Si  0.676  1.362  12.2973
Si  8.6258  4.9549  20.5173
Si  0.3398  5.6909  9.352
Si  5.1008  3.1253  17.947
Si  0.8804  3.7461  16.7484
Si  10.3999  2.8477  19.2335
Si  5.2694  1.1902  10.3468
Si  0.8854  0.1783  19.8519
Si  6.6384  9.4652  10.8674
Si  9.338  9.6807  18.328
Si  9.3879  9.2481  12.572
Si  6.5713  3.8483  22.5921
Si  2.4456  8.055  9.3764
Si  10.5894  7.3697  17.0827
Si  2.5102  6.2935  16.5862
Si  10.1743  4.4923  14.1882
Si  6.1377  9.1887  18.5194
Si  7.9535  2.5821  9.5756
Si  8.8746  2.1476  12.4489
Si  5.3392  6.2475  18.0723
Si  3.9223  0.5611  19.474
Si  4.275  3.8431  12.0549
Si  5.5412  6.6047  12.1422
Si  8.012  2.5053  17.2239
Si  4.358  2.4837  14.971
Si  1.5373  1.2124  15.2606
Si  1.5688  9.4048  12.0416
Si  8.0492  6.8537  13.8705
Si  10.3802  9.837  15.49
Si  9.8068  7.0149  22.5596
Si  8.1099  5.4862  17.4149
O  6.0398  7.9636  11.2938
O  6.0183  9.2082  16.9016
O  7.679  1.3657  13.1983
O  0.8904  1.7409  13.868
O  9.4294  6.2558  16.886
O  6.7602  6.2053  13.1382
O  5.1326  4.6625  18.6149
O  9.2268  2.157  18.2802
O  2.3669  0.1003  19.0848
O  9.4085  10.2332  16.7673
O  2.7868  4.439  11.715
O  5.0654  10.3264  19.111
O  9.4221  3.2449  13.4904
O  0.4561  1.7672  19.9632
O  3.1511  1.3657  15.0673
O  8.1671  5.3798  19.0284
O  3.8922  6.5993  17.3984
O  4.5748  3.2851  16.3913
O  9.0616  5.6696  14.3166
O  5.4533  2.7597  22.1422
O  10.6729  4.1479  15.6845
O  0.3367  3.8684  18.2835
O  10.426  10.5184  19.2192
O  9.6447  10.0274  14.0299
O  10.9017  8.1279  22.1011
O  1.1882  2.1627  16.5318
O  9.7305  3.7508  20.4218
O  8.1342  4.0341  16.6876
O  -0.045  9.0999  11.9056
O  6.5841  2.4189  18.0122
O  5.5703  10.7221  11.1903
O  7.7489  9.5962  18.8477
O  10.025  1.0279  12.0572
O  1.3133  6.9477  9.0581
O  0.6209  4.7662  13.3483
O  5.7056  7.6265  18.9868
O  5.2353  5.0886  11.5233
O  2.7127  6.9879  15.1252
O  0.9192  2.7376  11.4683
O  0.861  10.6844  15.5546
O  2.4034  8.5717  10.9125
O  4.6916  2.434  11.2782
O  4.2505  3.514  13.685
O  2.1976  4.6847  16.4935
O  10.7032  8.2499  15.7023
O  6.9265  10.2934  14.6729
O  2.3395  8.9496  13.4258
O  8.0309  1.5248  15.9125
O  4.1271  6.9946  12.8643
O  4.1767  2.0142  18.7303
O  7.2896  4.4237  21.2657
O  8.3983  2.929  11.1018
O  1.1791  6.8673  17.3673
O  5.6516  1.5777  14.7632
O  8.1238  9.7591  11.5942
O  9.208  6.289  21.2398
O  8.9564  7.7176  12.8586
O  1.6487  0.1124  11.879
O  6.6451  6.151  17.0691
O  7.394  7.8034  15.0436
O  1.2112  10.2958  21.229
O  10.0295  8.2021  18.3605
O  3.9486  0.8548  21.0868
O  0.333  5.3198  10.922
O  6.6857  1.5757  9.6344
O  4.7747  8.7089  14.6881

Results
free energy: -139961.329 eV
free energy less fixed offsets of As -4856.12, O -568.88, Si -635.61 eV per atom: -5.489 eV

Forces (eV/angstrom), in the order of the atoms: element, x, y, z
Si  0.0439  -0.0539  -0.1892
Si  -0.03  0.0458  -0.2326
Si  0.0279  -0.0468  -0.2281
Si  -0.0499  0.0451  -0.2322
Si  -0.0288  0.0344  -0.2328
Si  0.028  -0.0209  -0.2224
Si  -0.0384  0.0242  -0.2158
Si  0.0499  -0.046  -0.2166
Si  -0.0008  0.0185  0.0092
Si  0.0166  -0.0175  0.0527
Si  -0.0103  0.0064  0.0416
Si  0.0077  -0.0002  0.0281
Si  0.0169  0.0086  0.039
Si  -0.0011  0.0118  0.0139
Si  -0.0001  -0.0061  0.0213
Si  -0.0261  0.0083  0.0439
Si  -0.0092  -0.0041  -0.0768
Si  -0.0192  -0.0168  0.1057
Si  0.0109  0.0015  0.0805
Si  0.0046  -0.0159  -0.0724
Si  -0.0093  0.0166  0.0211
Si  0.0007  -0.01  -0.0731
Si  0.0006  -0.0177  -0.0704
Si  -0.0157  -0.0205  0.0461
Si  0.0163  0.0029  0.0668
Si  -0.0335  -0.0047  -0.135
Si  -0.0184  -0.0618  -0.0904
Si  0.0117  -0.0122  0.07
Si  -0.0091  0.008  -0.0609
Si  0.0005  0.0305  0.0526
Si  -0.0299  0.0058  0.0682
Si  0.1061  0.0261  -0.1497
Si  0.0332  -0.0284  0.0166
Si  -0.0335  0.0431  0.02
Si  -0.0205  -0.0224  -0.007
Si  -0.0113  -0.0007  0.0074
Si  -0.019  0.0377  0.0059
Si  0.0311  -0.0008  -0.0107
Si  -0.013  0.0173  -0.0049
Si  0.0153  -0.0213  0.023
Si  0.0205  0.0102  -0.0087
Si  0.0112  -0.0046  -0.0365
Si  -0.0005  -0.0009  -0.0122
Si  -0.0017  -0.0069  0.0185
Si  -0.0225  0.0097  -0.0463
Si  -0.0095  -0.006  -0.0046
Si  0.0018  -0.0169  0.0236
Si  -0.002  0  -0.0132
Si  -0.0735  0.0007  -0.0074
Si  0.0143  0.009  -0.0487
Si  -0.0024  -0.0661  -0.0202
Si  0.0162  -0.0185  -0.0094
Si  0.0065  -0.0012  -0.0239
Si  0.0011  0.0673  -0.0079
Si  -0.0132  0.0043  -0.0249
Si  0.0628  0.0054  -0.0336
Si  0.0765  -0.0562  -0.0314
Si  0.0286  0.0186  -0.0128
Si  -0.0626  0.0543  -0.0515
Si  0.0481  -0.0759  -0.0256
Si  -0.0234  0.0195  -0.0163
Si  -0.0098  -0.0297  -0.0263
Si  0.0639  -0.0004  -0.0257
Si  -0.0557  -0.0089  -0.0114
Si  0.0657  0.1161  0.0654
Si  -0.0197  0.0181  -0.1156
Si  -0.092  -0.0445  0.0864
Si  0.0517  0.0628  -0.0783
Si  -0.0035  0.0011  -0.0354
Si  0.0619  0.0737  0.0864
Si  -0.089  -0.0329  -0.081
Si  0.012  -0.0617  0.0732
Si  -0.0162  -0.0233  -0.1274
Si  -0.0053  -0.0247  -0.0037
As  0.0227  -0.0637  -0.4337
Si  -0.0036  -0.0133  -0.0193
Si  0.0238  0.0093  -0.0485
Si  -0.0012  0.0254  -0.0872
Si  0.0274  0.0138  0.0459
Si  -0.0072  -0.0293  -0.0522
Si  0.0041  0.104  0.0586
Si  -0.0047  -0.0434  0.0442
Si  0.0477  -0.0196  0.0702
Si  0.0357  -0.0103  0.3876
Si  -0.1277  0.2016  0.3538
Si  -0.0447  -0.0041  0.0465
Si  -0.0279  0.0071  0.0321
Si  0.0103  -0.0578  0.0375
Si  0.013  -0.1902  0.2796
Si  -0.0202  0.1042  0.2829
Si  -0.1557  -0.0757  0.2553
Si  0.141  0.1112  0.2963
Si  0.0315  0.1113  0.2803
Si  0.0188  -0.0721  0.2543
Si  0.0633  -0.0273  0.2364
Si  -0.0521  0.0274  0.3697
O  0.0421  0.0243  -0.1623
O  -0.1277  -0.14  0.058
O  -0.0037  0.0091  0.1166
O  0.0002  0.0034  0.0996
O  -0.0215  -0.0386  -0.1558
O  0.1176  0.0857  0.0235
O  -0.0059  0.0028  0.1115
O  -0.004  -0.0021  0.1123
O  0.0667  -0.1364  -0.2846
O  0.1465  -0.0708  -0.331
O  -0.0751  0.0508  -0.2298
O  -0.0758  0.0946  -0.252
O  -0.1342  0.0782  -0.332
O  -0.0983  0.0724  -0.4015
O  0.0506  -0.0219  -0.4592
O  0.0979  -0.0807  -0.2717
O  0.0931  -0.08  0.2199
O  0.0881  -0.0995  0.2354
O  0.0769  -0.1069  0.234
O  -0.0856  0.0983  0.2304
O  -0.095  0.0803  0.2302
O  0.0961  -0.078  0.2263
O  -0.0953  0.0762  0.2115
O  -0.0881  0.1029  0.229
Si  0.0009  -0.017  -0.3675
Si  0.0165  -0.0197  0.245
Si  -0.0231  -0.012  0.2033
Si  -0.0213  0.0295  -0.3674
Si  0.0447  -0.0825  0.3664
Si  -0.0037  0.011  0.1299
Si  -0.0075  -0.0078  0.2621
Si  0.0518  -0.0526  -0.2384
Si  -0.0011  0.0316  0.4831
Si  0.0185  0.0184  0.0047
Si  0.0378  0.0105  0.0601
Si  0.0068  -0.0146  -0.1033
Si  0.025  0.0567  0.4847
Si  -0.0438  0.0633  -0.1987
Si  0.0824  -0.0872  0.4742
Si  -0.029  -0.0191  -0.0163
Si  0.0364  -0.0347  0.2925
Si  0.0155  -0.0181  -0.3406
Si  -0.0832  0.0632  0.4745
Si  0.0102  -0.0175  0.0383
Si  -0.0014  -0.0137  0.0972
Si  -0.0273  0.0328  0.2204
Si  0.0133  -0.0168  -0.0033
Si  0.0349  -0.0923  0.5096
Si  0.0365  -0.066  0.3706
Si  -0.0137  0.0052  -0.0149
Si  0.024  -0.0278  -0.2046
Si  -0.0249  0.0748  0.3276
Si  -0.003  -0.0494  0.2961
Si  -0.008  0.0187  0.039
Si  0.0067  -0.0443  0.1906
Si  0.0217  -0.0166  0.1618
Si  -0.0738  0.0863  0.3524
Si  0.0111  0.0067  0.1973
Si  0.0209  -0.022  0.1568
Si  -0.0138  -0.0034  -0.3384
Si  -0.012  0.0109  -0.0321
O  0.0261  0.1241  -0.1781
O  0.0008  -0.0016  -0.0676
O  0.0488  0.0448  -0.1751
O  -0.034  0.0049  -0.1844
O  -0.0041  -0.0018  -0.0134
O  -0.07  0.0014  -0.1225
O  0.0015  -0.0117  0.0114
O  0.0092  0.0046  0.0169
O  -0.011  -0.0025  0.0574
O  0.012  0.0054  -0.0449
O  -0.0225  0.0154  -0.1113
O  -0.0272  0.03  0.0384
O  -0.0298  -0.0578  -0.1368
O  0.0133  -0.0185  0.0517
O  0.0038  0.0096  -0.0555
O  0.01  -0.0098  0.1024
O  -0.0103  0.0011  -0.0238
O  -0.0148  -0.0159  -0.0703
O  -0.001  0.0003  -0.0665
O  0.0031  0.0119  0.1122
O  -0.0358  0.0108  -0.1113
O  -0.0087  -0.0059  0.0089
O  0.0406  0.0105  0.049
O  -0.0348  -0.0132  -0.1709
O  0.0043  -0.0074  0.1118
O  0.0017  -0.0212  -0.0455
O  -0.0364  0.0473  0.0824
O  0.0051  -0.0021  -0.0117
O  0.0552  -0.0128  -0.1188
O  -0.0023  -0.0036  -0.0039
O  -0.0209  0.0569  -0.168
O  0.0028  0.0034  0.0077
O  -0.0175  0.0086  -0.1046
O  0.0026  -0.0032  -0.1783
O  0.0631  -0.0056  -0.1777
O  0.0028  0.0051  0.0127
O  -0.0032  -0.0276  -0.1216
O  0.0263  0.0478  -0.1204
O  0.0034  0.0465  -0.1281
O  0.0024  0.012  -0.053
O  0.0794  -0.1194  -0.3421
O  0.062  -0.1631  -0.2304
O  0.0008  0.0576  -0.2183
O  -0.0057  -0.0063  -0.0279
O  -0.0065  0.0265  -0.058
O  0.014  0.0201  -0.0636
O  -0.0551  0.0373  -0.1648
O  -0.011  -0.0265  -0.0845
O  0.049  -0.0334  -0.1406
O  -0.0138  -0.026  0.0426
O  -0.0822  -0.044  0.1753
O  -0.08  0.0436  -0.3458
O  0.0014  0.003  -0.0208
O  0.0042  0.0055  -0.0643
O  -0.1418  0.0245  -0.1914
O  0.0412  0.0843  0.1718
O  0.0221  0.0526  -0.1142
O  0.0258  -0.0297  -0.111
O  0.0121  -0.0011  -0.007
O  0.0239  -0.034  -0.0793
O  0.0047  -0.0956  0.2211
O  0.0015  0.0049  0.0044
O  0.027  0.0572  0.2405
O  -0.0464  0.0946  -0.3051
O  0.0433  0.0286  -0.1972
O  -0.0422  -0.0158  -0.082

The program warned: the cutoff lies below the one the program advises for these potential files; the exchange-correlation potential is rough where the density is thin.
